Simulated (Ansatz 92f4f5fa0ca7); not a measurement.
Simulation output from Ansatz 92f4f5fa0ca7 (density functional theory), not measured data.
Periodic cell of 234 atoms, Si134O100, from a study of silicon, its oxide and their interface. The atomic structure is a simulated model.

Settings
functional: PBE
potential files: Ansatz PAW
basis: plane waves
wave-function cutoff: 700 eV
density cutoff ratio: 5
exchange-correlation grid ratio: 2
k mesh: 2 x 2 x 1, shifted by 0.5 0.5 0.5 of a step
self-consistency stop: 5e-08 eV per atom in the density residual
occupations: Fermi-Dirac, 0.05 eV
spin: none
net charge: 0

Cell vectors (angstrom)
a	11.5983	0	0
b	0	15.4644	0
c	-1.2133	7.2023	22.6309

Atoms: element, x, y, z (angstrom)
Si	1.5009	-1.1546	-0.266
Si	0.9909	1.9065	0.2734
Si	1.2608	6.4848	0.3075
Si	1.107	9.6871	0.0214
Si	5.2761	-1.5368	-0.1497
Si	5.0107	1.6139	-0.3524
Si	4.7919	6.4284	-0.0505
Si	5.2359	9.5178	-0.1456
Si	9.1456	-2.147	-0.1567
Si	8.8424	2.619	0.0411
Si	8.8914	5.7479	0.1982
Si	9.0584	10.1447	0.1238
Si	3.2994	-1.6553	1.1929
Si	3.1407	2.2432	1.1737
Si	3.1608	6.1173	1.5944
Si	3.2355	10.0402	1.1233
Si	7.1913	-1.6635	1.199
Si	6.8271	2.0868	1.1714
Si	6.8094	6.0818	1.266
Si	7.0587	9.7294	1.3241
Si	11.0852	-1.741	1.1379
Si	10.689	2.0344	1.5463
Si	10.8483	6.0875	1.471
Si	10.9147	10.0112	1.5251
Si	3.1682	0.2934	2.5953
Si	3.1574	4.083	2.7561
Si	3.1826	8.1497	2.7177
Si	3.2217	11.8971	2.5704
Si	7.0302	0.2221	2.6247
Si	6.8401	4.0806	2.5809
Si	6.9942	7.9117	2.7704
Si	7.0454	11.8041	2.5477
Si	10.8328	0.0624	2.7055
Si	10.8185	4.0936	2.7476
Si	10.8695	8.0257	2.8053
Si	10.9808	11.9571	2.7177
Si	1.2096	0.2517	4.0138
Si	1.1733	4.1321	4.1109
Si	1.2587	8.0345	4.1297
Si	1.3335	11.8972	3.9979
Si	5.0767	0.2343	3.9999
Si	5.0551	4.0828	4.1538
Si	5.0795	8.0242	4.1339
Si	5.1361	11.8545	3.9801
Si	8.9064	0.1801	4.047
Si	8.8062	4.1116	4.0487
Si	8.9292	7.9495	4.1357
Si	8.953	11.8216	3.9774
Si	1.286	-1.6789	5.3697
Si	1.0831	2.1828	5.4291
Si	1.2389	6.0853	5.5133
Si	1.3066	10.0077	5.3957
Si	5.058	-1.6846	5.3814
Si	5.024	2.1005	5.467
Si	5.109	6.0697	5.5007
Si	5.1183	9.969	5.4472
Si	8.8562	-1.766	5.3608
Si	8.8594	2.1386	5.3866
Si	8.8613	6.0307	5.4981
Si	9.028	9.924	5.4113
Si	3.1586	13.8238	6.8175
Si	3.0186	2.239	6.7628
Si	3.2184	6.0921	6.9004
Si	3.1748	10.0955	6.8248
Si	6.9597	13.712	6.7737
Si	6.9844	1.9825	6.8189
Si	6.9911	6.0227	6.9653
Si	7.0889	9.8108	6.7609
Si	10.8583	13.6705	6.5912
Si	10.7357	2.2048	6.83
Si	10.8203	6.1782	6.8404
Si	11.0113	9.9686	6.7701
Si	2.9191	0.3466	8.0838
Si	3.13	4.1018	8.2489
Si	3.2334	8.1563	8.1152
Si	3.251	11.9985	8.333
Si	6.9518	0.0271	8.3149
Si	6.8829	3.9117	8.1232
Si	7.1487	8.0231	8.3652
Si	7.0613	11.7376	8.0146
Si	10.5965	0.0567	7.9302
Si	10.7126	4.271	8.1916
Si	10.9819	8.1544	8.2686
Si	11.0134	11.8804	8.096
Si	0.8602	-0.0185	9.3048
Si	1.1196	4.5558	9.4086
Si	1.4276	7.7457	9.5705
Si	1.2337	12.3852	9.5798
Si	4.8434	0.4163	9.3885
Si	5.0661	3.5115	9.5875
Si	5.1052	8.5212	9.4942
Si	5.3379	11.6235	9.6077
Si	8.9561	14.8097	9.649
Si	8.7053	3.8541	9.6311
Si	9.1341	8.6002	9.7079
Si	9.0186	11.7225	9.2864
Si	0.6192	13.2739	17.8085
Si	8.0908	14.2508	15.363
Si	5.2365	13.5143	15.9479
Si	6.6429	4.6237	11.9967
Si	5.513	11.9127	18.2116
Si	5.9138	15.6349	14.168
Si	9.9794	15.5225	17.6581
Si	5.4159	9.4465	16.6591
Si	7.5636	5.8766	17.2779
Si	-0.8309	10.6182	16.7002
Si	11.3273	3.939	11.8661
Si	5.0291	13.818	11.7019
Si	1.1252	8.4544	12.6081
Si	8.4084	24.0654	16.6345
Si	12.8279	14.5967	15.2423
Si	0.7763	11.3957	12.5652
Si	3.1136	12.8673	13.8585
Si	12.0152	4.6779	14.8509
Si	5.1977	4.1193	17.404
Si	12.1427	1.8882	16.3906
Si	4.9057	6.9461	12.1885
Si	10.2833	1.4686	10.8785
Si	8.0015	11.5664	20.2453
Si	5.5576	3.2262	14.5009
Si	3.8076	8.2178	14.3932
Si	10.1833	6.6929	12.1169
Si	13.1105	12.7001	20.5331
Si	3.3916	5.4726	14.2489
Si	0.7772	8.8254	18.3177
Si	4.3496	3.3911	20.2146
Si	10.9385	10.6068	20.2803
Si	9.0506	4.7566	19.6236
Si	10.506	12.7407	14.3501
Si	9.5232	17.095	20.3145
Si	-2.1734	6.3772	15.0007
Si	13.8846	19.0627	18.1496
Si	3.7965	9.6994	19.1345
Si	0.3613	5.7998	19.2278
O	1.213	0.4629	-0.5349
O	0.7283	5.5612	20.8132
O	1.1315	8.1055	0.4136
O	12.446	11.2413	20.3229
O	10.9987	16.9694	21.0506
O	3.5474	4.1841	17.2466
O	10.3508	5.6126	19.1385
O	11.0673	12.3376	12.8773
O	5.5883	-2.4591	-1.4952
O	4.8328	8.8817	18.1101
O	5.0328	-0.0037	-0.7249
O	14.549	12.7025	21.3203
O	4.9048	7.9692	-0.6904
O	5.7937	10.3421	-1.4783
O	5.9302	5.6038	17.2739
O	11.8471	3.2841	15.6461
O	9.5373	-1.7023	-1.731
O	8.9917	13.3122	14.3731
O	9.3303	2.3101	9.8169
O	-0.1873	11.8373	17.6362
O	9.053	5.7039	-1.4491
O	-2.3293	9.9566	17.07
O	9.5284	9.4181	-1.3054
O	7.496	15.5858	14.6134
O	3.8506	12.9839	12.4302
O	0.9623	3.7015	10.8278
O	1.3358	6.1305	9.9095
O	1.699	8.4358	11.07
O	10.8823	5.7255	15.3907
O	5.8327	14.6816	12.8361
O	1.2329	11.5631	11.0179
O	0.2226	1.0289	10.4549
O	12.7933	16.2074	15.4283
O	5.3972	17.1562	13.972
O	4.8715	8.287	13.1445
O	5.2102	10.053	10.199
O	4.7472	7.3854	10.6435
O	5.8117	12.6572	10.8407
O	-0.511	14.4091	18.0508
O	9.3653	15.58	11.0824
O	10.5181	5.2811	11.3419
O	12.6975	20.1572	18.2808
O	9.4097	7.7253	11.1148
O	9.0348	10.2467	10.165
O	0.3435	9.8581	12.834
O	-0.9667	11.3631	15.2482
O	2.8388	18.6909	19.6263
O	4.4377	-0.5779	10.6403
O	8.076	4.7585	18.3269
O	3.9065	9.3983	20.7247
O	11.8638	4.3249	13.3088
O	5.7208	11.0242	16.8593
O	2.3502	14.2946	14.1184
O	8.9719	13.1891	10.1222
O	10.4664	2.5617	12.0818
O	4.9967	1.9254	10.0741
O	1.9747	11.7127	13.6655
O	1.0538	13.9759	10.0701
O	8.8378	2.941	-1.6198
O	8.8733	14.7925	16.6962
O	10.7141	16.7821	16.9185
O	5.0656	13.3726	17.5871
O	9.5953	11.4411	19.7997
O	1.673	13.3089	19.0397
O	0.3156	2.9665	-0.8126
O	6.8419	13.2513	15.7002
O	3.9822	6.7413	15.1185
O	6.3495	6.1962	12.368
O	11.3455	14.048	14.86
O	0.2663	9.3763	16.8313
O	4.2447	9.3019	15.5202
O	4.9894	15.0449	15.403
O	6.8634	8.8828	16.1309
O	4.2418	11.2833	19.0196
O	8.9123	4.1515	0.6655
O	1.5981	13.7151	16.5717
O	8.0011	4.3531	11.1131
O	4.1495	4.0413	14.3609
O	8.1067	7.3812	17.7321
O	0.8156	7.2123	18.5283
O	5.3474	4.2408	11.0499
O	6.6697	3.8584	13.4676
O	9.2201	6.3186	13.3899
O	-0.4214	9.3205	19.3135
O	6.9317	11.8507	19.0263
O	5.8469	3.2474	16.1378
O	2.276	9.4063	18.5988
O	2.2894	8.3707	13.7773
O	1.9116	5.3035	14.9053
O	9.3344	16.12	19.0184
O	11.5884	7.287	12.7403
O	3.6287	5.9847	12.6846
O	4.1884	12.5739	15.0727
O	8.7924	11.7112	-0.338
O	1.5581	6.3244	-1.3087
O	9.3411	23.416	15.4522
O	13.2469	17.684	17.5442
O	5.3953	3.4824	18.9266
O	-3.3876	5.5936	15.7835
O	9.4169	3.2076	19.9221

Results
free energy: -142067.266 eV
free energy less fixed offsets of O -569.03, Si -635.61 eV per atom: 7.474 eV

Forces (eV/angstrom), in the order of the atoms: element, x, y, z
Si	-0.0453	0.0181	-0.2674
Si	-0.0761	-0.0684	-0.2165
Si	-0.1822	0.2447	0.0424
Si	-0.3761	-0.2015	-0.0258
Si	0.1267	0.0275	-0.0289
Si	-0.0319	0.0569	-0.2552
Si	-0.2383	0.0035	-0.1121
Si	0.0658	-0.0466	-0.1298
Si	0.1887	-0.0984	-0.2242
Si	0.174	0.288	0.132
Si	0.21	-0.1751	0.256
Si	0.0952	0.0425	-0.2278
Si	0.0145	0.0614	-0.106
Si	0.1794	-0.1444	-0.1123
Si	0.0392	-0.0936	-0.1679
Si	0.0803	-0.1171	-0.2845
Si	-0.0919	-0.1107	-0.1489
Si	0.0011	-0.0368	-0.2812
Si	-0.14	0.0965	-0.3985
Si	-0.0541	0.1149	-0.1763
Si	0.0297	0.1068	-0.2796
Si	-0.0428	0.1181	-0.2316
Si	0.1178	0.0019	-0.3557
Si	-0.0535	-0.0244	-0.2156
Si	0.0167	0.0301	-0.029
Si	-0.0523	-0.0695	-0.0148
Si	-0.1263	0.0764	0.2061
Si	-0.0553	-0.0367	-0.0558
Si	-0.0675	-0.0154	-0.0898
Si	0.0874	-0.0785	0.2311
Si	0.0233	0.0999	0.017
Si	0.1176	-0.0363	-0.0123
Si	-0.0395	-0.1043	0.1203
Si	-0.1167	0.0675	0.3589
Si	0.2061	-0.1303	0.2313
Si	-0.0759	0.1055	0.1707
Si	0.1236	0.0112	-0.0724
Si	-0.1912	-0.0042	-0.1298
Si	0.0785	0.0079	-0.1753
Si	-0.0602	-0.0509	-0.033
Si	-0.0829	0.0462	-0.0226
Si	0.229	-0.0012	-0.0607
Si	-0.1834	0.0038	-0.0652
Si	0.0496	0.0516	0.0439
Si	0.0744	-0.1143	0.0889
Si	0.0292	-0.0189	-0.1383
Si	0.0159	-0.0947	-0.0921
Si	-0.0635	0.0787	-0.1611
Si	-0.0217	-0.0359	0.0885
Si	0.0703	0.042	-0.0536
Si	0.0623	0.0498	0.0809
Si	-0.0281	-0.0171	0.0561
Si	-0.0106	-0.0049	-0.0673
Si	0.0388	0.0117	-0.0077
Si	-0.1403	-0.0018	-0.0708
Si	0.0853	-0.0674	0.0182
Si	-0.1038	0.0083	0.0553
Si	0.0906	0.111	-0.0223
Si	0.1417	0.0182	0.0154
Si	-0.0767	-0.0366	0.0903
Si	-0.0321	0.0686	-0.0805
Si	0.0634	0.0979	-0.1454
Si	-0.0708	-0.0405	-0.0825
Si	-0.0463	0.132	0.0324
Si	0.0555	-0.0067	-0.0934
Si	0.0598	-0.2566	0.0732
Si	0.0706	0.0376	0.1515
Si	0.0212	-0.0424	-0.136
Si	-0.0235	0.0643	-0.279
Si	-0.1168	0.1114	0.1002
Si	0.0316	0.0308	-0.0626
Si	0.0045	-0.0578	-0.1149
Si	-0.0247	-0.1417	0.2933
Si	0.0459	0.0109	0.2182
Si	0.0398	-0.1003	0.0858
Si	0.1152	-0.0933	0.3004
Si	0.1245	0.0229	0.2862
Si	0.2115	0.2351	0.3217
Si	-0.1113	0.1563	0.1074
Si	-0.0624	0.0119	0.3456
Si	0.1166	-0.0907	0.2187
Si	-0.1591	-0.0669	0.2079
Si	0.2101	-0.2171	0.1323
Si	0.0117	0.0001	0.1705
Si	-0.244	0.0395	0.1872
Si	0.1693	0.0388	0.1926
Si	-0.068	0.0355	0.241
Si	0.0549	0.0319	0.3798
Si	-0.1156	0.1296	0.2699
Si	-0.0934	0.0929	0.2499
Si	0.0336	-0.0579	0.2335
Si	0.0032	-0.1355	-0.0531
Si	-0.1978	-0.2385	-0.1504
Si	-0.1899	-0.0533	-0.0504
Si	0.1033	0.3031	0.339
Si	-0.0768	-0.1678	0.2034
Si	-0.1368	0.0814	-0.3417
Si	0.0867	0.0138	0.0588
Si	-0.0286	-0.039	0.1257
Si	-0.1673	-0.0663	0.2279
Si	-0.0502	0.1726	-0.2992
Si	-0.0024	0.183	0.3295
Si	0.148	-0.0785	-0.4364
Si	-0.0287	0.0301	-0.2143
Si	-0.0605	0.0541	-0.2223
Si	0.1372	0.0125	-0.1485
Si	0.3543	0.3171	0.5386
Si	-0.0997	0.0263	0.2373
Si	0.0783	0.0315	0.272
Si	0.0528	0.0871	-0.1041
Si	-0.0953	0.063	0.1096
Si	-0.1281	0.0974	0.4886
Si	0.0168	0.1333	0.3478
Si	0.069	0.0873	0.3093
Si	-0.1339	0.0822	-0.2644
Si	0.0078	-0.1084	-0.0734
Si	-0.0837	0.0072	0.3733
Si	0.0002	-0.0425	-0.0765
Si	0.0061	0.02	-0.4652
Si	-0.1993	-0.0606	0.1741
Si	0.1249	-0.1123	0.1645
Si	0.0247	0.0695	0.3923
Si	0.0995	0.27	-0.1465
Si	-0.047	-0.0197	0.303
Si	-0.0166	-0.0481	-0.2832
Si	-0.144	-0.0347	-0.1872
Si	0.1235	-0.1404	-0.4095
Si	-0.0349	0.0334	-0.3333
Si	0.0464	0.0088	0.199
Si	-0.0847	-0.0709	-0.1311
Si	0.1154	-0.0312	0.2228
Si	0.0407	-0.1332	-0.2508
Si	-0.0677	-0.0178	-0.416
Si	-0.0439	0.0826	-0.4764
O	0.0224	-0.1378	0.324
O	-0.0694	0.0394	0.6071
O	0.124	-0.0675	-0.1867
O	0.0824	-0.0645	0.0934
O	0.2387	0.1249	0.3731
O	0.0934	-0.007	0.1543
O	-0.0322	-0.0009	0.1432
O	0.0843	-0.0714	-0.2305
O	-0.065	0.0345	0.1837
O	-0.0256	0.0932	0.1689
O	0.0309	0.2039	0.292
O	0.2577	0.09	0.1739
O	0.1251	-0.0156	0.3766
O	-0.0564	-0.0042	0.1178
O	0.0388	-0.0698	0.0512
O	-0.0228	0.0601	-0.0233
O	-0.1769	0.0163	0.4325
O	-0.0141	0.0395	-0.0301
O	-0.1442	0.1173	-0.0135
O	0.0303	0.014	0.0909
O	-0.0464	0.0501	0.2919
O	-0.1002	-0.1022	0.0675
O	-0.149	-0.0088	0.2597
O	-0.0752	-0.0534	-0.0926
O	0.0183	0.0326	-0.2064
O	-0.0073	0.043	-0.1208
O	-0.0082	-0.0778	-0.3795
O	-0.0071	-0.0797	-0.379
O	-0.0498	0.0024	-0.0769
O	-0.0016	-0.1101	-0.2493
O	0.0468	0.0866	-0.3764
O	-0.0229	0.0182	0.0046
O	0.011	-0.0277	-0.011
O	0.0151	-0.0778	-0.0854
O	-0.0158	-0.1857	-0.1815
O	-0.1137	-0.1132	-0.4573
O	0.0524	0.1857	-0.1481
O	-0.0127	-0.1387	-0.2062
O	-0.0256	-0.0027	0.1559
O	0.1224	0.082	-0.0097
O	-0.165	-0.1255	-0.1931
O	-0.0262	0.1255	0.239
O	-0.0805	0.1244	-0.3654
O	0.0537	-0.103	-0.5594
O	-0.0002	0.0266	-0.1465
O	-0.0018	-0.0176	0.0628
O	0.0476	0.0301	0.1301
O	0.0547	0.0128	-0.147
O	0.1135	-0.056	0.2613
O	-0.0246	-0.0303	0.5767
O	-0.1154	-0.1135	-0.4634
O	-0.0276	0.0493	0.1087
O	0.0678	-0.1127	-0.1227
O	-0.0676	0.3725	-0.2929
O	-0.05	-0.207	-0.0835
O	0.0143	0.0122	-0.5089
O	-0.011	-0.0488	-0.2056
O	0.1441	-0.1298	-0.4813
O	-0.021	-0.1822	0.4571
O	0.0143	0.0291	0.1038
O	-0.0637	-0.0195	0.099
O	0.0366	-0.1722	-0.0103
O	-0.103	-0.0013	0.201
O	0.0165	-0.1128	0.3134
O	0.0249	0.0156	0.0471
O	-0.0944	0.0055	-0.0436
O	0.0025	0.0146	-0.1403
O	0.1343	-0.0136	-0.0895
O	-0.0127	-0.0552	-0.1297
O	0.0035	0.0342	0.1609
O	0.0583	-0.0532	0.0034
O	0.0482	-0.0555	-0.0875
O	-0.0241	-0.0104	0.1021
O	-0.0593	-0.105	0.152
O	-0.0197	-0.11	-0.26
O	-0.0437	-0.038	0.0584
O	0.3383	-0.1444	-0.4467
O	0.0451	0.0298	-0.1042
O	-0.0355	0.0039	0.0208
O	-0.0422	-0.1523	0.1656
O	-0.0183	-0.1096	-0.2184
O	0.1088	0.1426	-0.4075
O	0.0505	-0.002	-0.3316
O	-0.1908	0.1282	0.2665
O	0.2675	-0.105	0.3333
O	-0.0051	0.0541	0.0614
O	0.1497	0.0663	0.145
O	-0.2512	0.0493	-0.2666
O	-0.0059	0.0217	-0.106
O	-0.0065	0.1862	0.3659
O	-0.1746	-0.0503	-0.1356
O	0.0456	0.05	-0.2017
O	-0.0226	0.0869	-0.1161
O	0.0497	0.1902	0.2021
O	-0.051	-0.2056	0.229
O	-0.0819	-0.0666	0.014
O	0.0712	0.1189	0.0832
O	-0.0309	0.0058	0.3
O	-0.0216	0.0615	0.0569
O	0.009	-0.0652	0.0755

The program warned: the cutoff lies below the one the program advises for these potential files.
